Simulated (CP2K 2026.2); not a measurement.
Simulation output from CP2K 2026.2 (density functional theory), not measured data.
Periodic cell of 511 atoms, Si360O151, from a study of silicon, its oxide and their interface. The atomic structure is a simulated model.
Doubt: the forces sum to 1.42 eV/angstrom along one axis rather than to zero, so they err by at least 0.0028 eV/angstrom per atom on average; the grid cutoff is modest.

Settings
functional: PBE
method: Gaussian and plane waves
basis set: DZVP-MOLOPT-SR-GTH
pseudopotentials: GTH-PBE
grid cutoff: 350 Ry, relative cutoff 50 Ry
k points: Gamma only
occupations: fixed
spin: none
net charge: 0

Cell vectors (angstrom)
a 16.32 0 0
b 0 16.32 0
c -6.5663 5.5076 34.4784

Atoms and the computed forces on them: element, x, y, z (angstrom), force x, y, z (eV/angstrom)
Si 1.191 1.07 0.056 0.056 -0.129 0.669
Si 10.505 8.197 29.875 -0.084 0.093 -0.03
Si 14.554 4.594 0.123 -0.209 0.165 0.586
Si 1.139 7.319 0.233 -0.292 0.128 0.442
Si 9.075 14.457 34.456 0.073 -0.079 -0.005
Si 2.139 12.859 0.069 0.311 0.369 0.416
Si -0.173 4.575 24.143 -0.133 -0.031 -0.039
Si -2.935 19.275 30.592 -0.006 0.015 0.108
Si 4.15 3.909 0.201 -0.17 0.026 0.621
Si -0.512 20.988 29.644 0.048 0.022 0.082
Si -2.229 16.169 34.417 0.388 0.137 0.476
Si -3.096 11.986 30.196 0.017 -0.024 0.046
Si 3.409 20.176 33.235 0.011 0.047 0.142
Si 11.862 1.788 0.091 -0.203 0.277 0.52
Si 10.151 3.568 0.002 0.061 -0.064 -0.001
Si 12.822 6.305 0.094 0.208 -0.183 0.591
Si -0.221 12.305 34.45 0.201 0.05 0.605
Si 6.792 6.306 31.929 -0.044 0.058 0.128
Si -0.098 16.154 1.584 0.349 0.352 0.116
Si 2.584 2.57 1.341 -0.03 -0.034 0.001
Si 0.029 5.524 1.346 -0.002 -0.001 -0.055
Si 2.756 8.347 1.562 -0.226 -0.338 0.413
Si 0.056 10.801 1.359 -0.291 -0.388 0.257
Si 3.148 14.109 1.713 0.063 0.058 -0.024
Si 4.867 15.861 1.517 -0.194 -0.177 0.47
Si 8.31 2.619 1.212 0.238 0.432 0.319
Si 5.486 5.296 1.526 -0.051 -0.017 0.048
Si 7.93 8.205 1.148 0.021 0.005 -0.052
Si 5.735 11.324 1.7 -0.004 -0.048 -0.044
Si 7.473 12.983 1.54 0.039 0.037 0.072
Si 10.85 16.328 1.267 0.374 0.258 0.338
Si 13.582 2.811 1.364 0.041 0.01 -0.071
Si 10.994 5.373 1.29 -0.051 0.055 -0.053
Si 13.793 8.107 1.274 -0.039 0.033 -0.082
Si 10.806 10.902 1.167 -0.249 -0.297 0.366
Si 14.027 13.9 1.302 -0.239 -0.175 0.761
Si 14.928 1.417 2.727 -0.008 -0.036 0.041
Si 1.32 4.057 2.668 0.032 0.023 0.031
Si 15.013 6.809 2.802 0.017 0.038 0.011
Si 1.38 9.612 2.922 -0.02 0.026 -0.126
Si 14.972 12.196 2.658 0.022 0.031 -0.036
Si 1.399 15.016 2.959 0.023 -0.034 0.029
Si 3.978 1.323 2.786 -0.006 -0.065 -0.007
Si 6.952 3.96 2.689 0.007 -0.094 0.005
Si 4.108 6.798 2.747 0.007 0.035 0.004
Si 6.791 9.521 2.761 -0.008 -0.002 0.039
Si 4.109 12.382 2.991 -0.054 0.026 0.025
Si 6.652 14.867 2.704 0.012 0.048 -0.04
Si 9.495 1.264 2.722 -0.012 -0.004 -0.105
Si 12.243 4.088 2.809 -0.028 -0.018 -0.015
Si 9.465 6.813 2.463 -0.033 -0.007 -0.014
Si 12.281 9.541 2.489 0.017 0.013 -0.014
Si 9.447 12.186 2.653 0.011 0.012 -0.041
Si 12.289 14.972 2.564 -0.029 -0.038 -0.036
Si 13.559 16.336 4.04 0.015 -0.011 0.023
Si -0.032 2.763 4.095 0.025 -0.024 0.014
Si 13.614 5.456 4.127 0.029 -0.029 0.023
Si 0.008 8.178 4.17 0 -0.034 0.009
Si 13.557 10.878 3.989 -0.011 0 -0.009
Si 0.014 13.516 4.111 -0.021 0.034 0.012
Si 2.681 16.409 4.298 0.023 -0.003 -0.014
Si 5.482 2.661 4.03 -0.001 0.019 0.004
Si 2.699 5.424 4.045 -0.002 -0.005 -0.011
Si 5.442 8.157 4.116 0.018 0.012 -0.021
Si 2.728 10.967 4.232 0.017 -0.004 0.02
Si 5.464 13.663 4.33 0.003 -0.008 0.006
Si 8.091 16.239 4.019 -0.01 -0.02 0.031
Si 10.859 2.675 4.074 0.031 0.025 0.005
Si 8.23 5.443 3.99 -0.002 0.03 -0.017
Si 10.876 8.162 3.87 -0.039 0.017 -0.002
Si 8.218 10.811 4.119 -0.032 -0.012 -0.034
Si 10.859 13.615 3.931 0.016 0.004 -0.016
Si 14.944 14.952 5.389 -0.015 0.013 -0.024
Si 1.294 1.448 5.545 -0.01 0.026 -0.004
Si 14.949 4.092 5.48 0.009 -0.007 0.027
Si 1.377 6.78 5.466 -0.016 -0.001 -0.008
Si 14.913 9.557 5.43 0.008 0.015 -0.015
Si 1.342 12.264 5.568 0.004 0.026 0.024
Si 4.063 15.021 5.604 -0.023 0.016 0.009
Si 6.788 1.305 5.427 -0.012 0.014 0.025
Si 4.106 4.066 5.383 -0.002 0.01 -0.034
Si 6.845 6.777 5.399 -0.009 -0.025 -0.008
Si 4.101 9.53 5.486 0.014 -0.008 0.001
Si 6.864 12.204 5.501 0.034 0.008 -0.003
Si 9.513 14.931 5.372 0.027 0.011 -0.014
Si 12.22 1.339 5.443 0.009 0.014 -0.01
Si 9.533 4.085 5.409 -0.007 -0.001 0.006
Si 12.2 6.842 5.365 -0.016 0.018 0.01
Si 9.588 9.458 5.409 0.016 -0.038 -0.003
Si 12.199 12.25 5.345 -0.002 -0.021 -0.011
Si -0.053 16.319 6.812 0.019 -0.015 0.006
Si 2.735 2.777 6.826 -0.005 -0.007 -0.019
Si 0 5.446 6.825 -0.002 -0.002 0.012
Si 2.732 8.155 6.816 0.003 0.018 0.004
Si -0.043 10.876 6.837 0.021 -0.005 0.009
Si 2.7 13.629 6.902 -0.001 -0.011 0.017
Si 5.457 16.358 6.892 0.007 -0.012 0.015
Si 8.153 2.717 6.754 -0.004 -0.023 0.002
Si 5.457 5.43 6.759 0.012 0.004 -0.011
Si 8.197 8.129 6.778 0.01 -0.016 -0.007
Si 5.471 10.871 6.844 -0.036 -0.004 0.001
Si 8.214 13.586 6.814 -0.013 0.007 -0.008
Si 10.849 16.299 6.769 -0.027 0.006 0.004
Si 13.58 2.708 6.804 0.005 0.013 0.007
Si 10.886 5.454 6.765 0.005 -0.023 0.011
Si 13.559 8.18 6.768 0.006 -0.009 0.005
Si 10.901 10.873 6.76 -0.006 -0.002 0.001
Si 13.569 13.598 6.744 -0.002 -0.001 -0.021
Si -1.393 17.679 13.62 -0.001 0.017 0.014
Si 1.357 4.098 13.586 0.005 0 0.002
Si -1.369 6.821 13.602 -0.006 0.016 -0.005
Si 1.337 9.516 13.613 0.006 0.002 -0.003
Si -1.383 12.221 13.626 -0.003 -0.003 -0.001
Si 1.332 14.96 13.584 0.01 -0.003 0.011
Si 4.089 17.697 13.567 -0.007 -0.004 -0.012
Si 6.793 4.064 13.593 0.004 -0.01 -0.011
Si 4.06 6.793 13.599 0.004 -0.009 0.003
Si 6.833 9.536 13.586 -0.022 -0.009 0.008
Si 4.081 12.251 13.56 -0.013 -0.012 -0.001
Si 6.824 14.966 13.595 -0.011 0.017 -0.005
Si 9.513 17.66 13.612 -0.02 0.01 -0.007
Si 12.253 4.08 13.605 0.006 -0.008 0
Si 9.552 6.806 13.584 0.006 -0.009 0.008
Si 12.262 9.542 13.607 -0.003 0.012 -0.007
Si 9.547 12.254 13.621 0.016 0.001 -0.006
Si 12.221 14.943 13.644 0.007 -0.014 0.006
Si -2.758 16.315 14.999 -0.01 0.008 0.001
Si -0.005 2.74 14.932 0.006 -0.014 -0.007
Si -2.721 5.468 14.968 -0.001 -0.006 -0.006
Si -0.033 8.17 15.001 0.01 0.015 -0.004
Si -2.731 10.877 15.033 -0.003 -0.013 0.002
Si -0.026 13.593 14.955 -0.001 -0.006 -0.003
Si 2.709 16.348 14.892 0.013 0.027 -0.016
Si 5.432 2.709 14.968 -0.003 0.004 0.008
Si 2.692 5.443 14.983 -0.001 -0.004 0.004
Si 5.461 8.156 14.899 0.019 0 -0.012
Si 2.695 10.92 14.917 0.009 0.003 -0.018
Si 5.464 13.587 14.919 -0.007 -0.01 -0.008
Si 8.167 16.307 15.003 0.004 -0.003 0.008
Si 10.899 2.69 14.943 -0.005 -0.009 -0.014
Si 8.176 5.434 14.903 -0.018 -0.007 -0.017
Si 10.924 8.167 14.946 0.016 0.016 -0.01
Si 8.195 10.897 14.969 -0.009 0.003 -0.005
Si 10.888 13.579 15.047 -0.013 -0.011 0
Si -1.383 14.941 16.324 -0.014 -0.016 0.006
Si 1.368 17.704 16.269 0.012 0.007 -0.01
Si -1.348 4.103 16.296 0.027 -0.006 0.013
Si 1.315 6.796 16.354 -0.005 -0.018 0.008
Si -1.383 9.516 16.417 -0.004 0.013 -0.013
Si 1.312 12.227 16.322 0.032 -0.004 0.017
Si 4.053 14.951 16.196 -0.031 0.005 -0.029
Si 6.783 17.666 16.346 -0.007 -0.009 0.019
Si 4.058 4.065 16.327 -0.001 -0.019 -0.015
Si 6.815 6.782 16.249 -0.014 -0.002 -0.014
Si 4.118 9.571 16.186 -0.001 0.002 -0.015
Si 6.857 12.291 16.322 -0.011 0.012 0.02
Si 9.529 14.957 16.402 0.007 0.004 -0.022
Si 12.188 17.653 16.382 -0.015 -0.023 0
Si 9.552 4.088 16.239 0.023 -0.008 -0.028
Si 12.276 6.851 16.355 -0.01 0.009 -0.001
Si 9.561 9.504 16.296 0.003 0.005 -0.008
Si 12.239 12.212 16.446 0.002 0.009 0.005
Si 0.013 16.333 17.587 0.032 -0.01 -0.023
Si 2.685 19.035 17.702 0.007 0.026 -0.022
Si -0.04 5.412 17.764 0.01 0.026 -0.018
Si 2.746 8.257 17.519 -0.02 0.023 -0.019
Si -0.034 10.903 17.765 -0.026 -0.006 -0.013
Si 2.691 13.644 17.572 -0.028 0.025 -0.024
Si 5.366 16.235 17.618 0.004 0.015 -0.041
Si 8.214 19.077 17.609 -0.022 0.006 -0.02
Si 5.453 5.446 17.616 0.014 -0.009 -0.031
Si 8.19 8.122 17.589 0.014 -0.043 -0.027
Si 5.483 10.881 17.569 0.005 -0.005 0.008
Si 8.177 13.632 17.796 0.004 0.027 -0.009
Si 10.844 16.293 17.833 -0.02 -0.014 0
Si -2.72 19.061 17.614 -0.003 -0.017 -0.025
Si 10.861 5.475 17.606 -0.024 0.004 0.007
Si -2.689 8.137 17.838 0.049 0.021 0.012
Si 10.872 10.778 17.778 0.022 0.02 -0.017
Si -2.707 13.621 17.779 -0.017 -0.029 -0.028
Si -1.337 17.691 18.908 -0.006 0.001 0.025
Si 1.352 4.062 19.12 0.009 0.007 0.017
Si -1.356 6.742 19.253 0.012 0.017 0.042
Si 1.427 9.522 18.983 0.005 -0.081 0.005
Si -1.366 12.275 19.198 -0.005 -0.013 0.018
Si 1.34 14.988 18.965 -0.003 0.021 -0.013
Si 4.018 17.583 18.979 0.009 -0.014 -0.022
Si 6.832 4.088 18.951 -0.016 -0.01 -0.003
Si 4.098 6.912 18.831 -0.035 -0.028 0.004
Si 6.852 9.494 18.891 0.006 0.008 0.043
Si 4.108 12.29 18.818 0.009 -0.004 0.054
Si 6.721 15.002 19.111 0.014 0.022 0.043
Si 9.43 17.727 19.114 -0.058 -0.043 0.002
Si 12.256 4.151 18.909 0.022 0.006 0.061
Si 9.463 6.745 19.006 0.008 -0.007 -0.001
Si 12.214 9.418 19.237 -0.004 0.023 0.027
Si 9.521 12.175 19.12 0.024 0.012 0.014
Si 12.267 14.951 19.217 -0.024 -0.012 0.005
Si -2.614 16.427 20.407 0.053 -0.063 0.061
Si -0.071 18.982 20.401 0.002 -0.023 0.08
Si -2.854 5.348 20.563 0.052 0.027 0.084
Si 0.447 7.877 20.367 -0.207 0.009 -0.71
Si -2.925 11.046 20.526 0.134 -0.152 -0.684
Si 0.01 13.75 20.481 -0.029 0.005 0.104
Si 2.662 16.272 20.432 0.027 0.016 0.116
Si 5.73 18.701 20.096 0.06 0.002 0.058
Si 2.68 5.704 20.2 -0.085 -0.124 -0.566
Si 5.442 8.208 20.233 0.075 -0.02 0.074
Si 2.749 11.021 20.208 -0.084 0.121 0.068
Si 5.402 13.484 20.376 -0.03 0 0.09
Si 7.49 16.934 20.314 -0.135 0.194 -0.628
Si 10.917 19.144 20.259 -0.077 0.026 0.05
Si 8.097 5.424 20.437 -0.027 -0.003 0.08
Si 10.828 7.917 20.519 0.001 -0.011 0.095
Si 8.133 10.76 20.405 0.004 -0.023 0.106
Si 11.137 13.251 20.469 -0.065 0.161 -0.696
Si -0.868 15.574 21.796 0.108 0.172 -0.613
Si 0.883 17.245 21.693 -0.14 -0.241 -0.529
Si -1.825 3.577 21.73 -0.096 -0.09 -0.545
Si 4.434 3.603 21.613 0.343 -0.255 -0.472
Si -1.076 9.49 22.642 0.057 0.09 -0.114
Si -4.435 13.978 25.568 -0.038 0.081 0.053
Si 3.641 14.451 21.594 -0.156 -0.142 -0.627
Si 5.502 18.631 26.797 0.049 -0.135 0.011
Si 2.125 19.253 23.28 -0.109 -0.173 0.054
Si 6.883 7.058 21.697 -0.104 -0.144 -0.773
Si 4.489 10.014 21.355 -0.048 0 -0.085
Si 6.269 11.594 21.585 0.083 0.117 -0.073
Si 5.272 14.624 24.266 -0.008 0.011 -0.275
Si 2.053 7.845 30.125 -0.022 0.075 0.056
Si 9.834 4.365 21.641 0.279 0.246 -0.504
Si 11.585 6.074 21.911 -0.021 -0.06 -0.048
Si 9.233 9.125 21.717 0.08 0.139 -0.733
Si 10.372 14.631 23.13 -0.045 0.085 -0.016
Si 7.659 17.373 31.183 -0.089 0.039 0.012
Si 1.329 11.906 31.681 -0.015 0.036 0.067
Si 5.507 8.427 26.766 -0.054 -0.019 -0.041
Si -0.56 6.953 33.897 -0.04 -0.042 0.113
Si -4.896 20.638 32.498 0.053 -0.026 0.064
Si 5.79 18.279 33.453 -0.078 -0.032 0.148
Si 7.835 16.275 23.451 0.005 0.018 -0.019
Si 3.877 9.628 23.542 0.306 0.284 -0.555
Si 6.204 11.604 23.944 -0.077 -0.227 -0.606
Si 1.875 12.792 21.533 0.188 0.1 -0.676
Si 9.881 10.775 28.347 0.03 -0.049 -0.011
Si 6.064 12.825 31.581 0.008 -0.031 0.126
Si 9.175 8.29 32.561 -0.055 0.031 0.035
Si 10.455 13.384 29.886 -0.058 -0.023 -0.033
Si -0.765 7.373 30.883 -0.007 -0.029 0.15
Si 3.184 19.196 28.51 -0.146 -0.025 -0.131
Si -2.123 15.862 24.676 0.067 -0.002 -0.183
Si -1.542 9.366 26.989 -0.107 0.082 -0.056
Si -2.94 8.982 29.781 0.098 0.116 0.04
Si 0.912 11.332 27.058 -0.043 -0.102 0.004
Si -4.39 17.356 23.368 0.118 0.296 -0.537
Si -4.15 10.976 26.354 -0.041 -0.106 -0.032
Si -1.628 7.253 24.692 0.045 0 -0.072
Si 6.499 7.51 29.284 0.031 0.01 0.111
Si -4.548 6.35 24.299 -0.138 -0.076 -0.704
Si 2.741 16.122 29.136 0.013 -0.027 0.002
Si 5.645 10.215 30.236 -0.073 -0.123 -0.007
Si 8.657 14.604 32.115 0.029 -0.095 0.652
Si 8.988 5.82 28.734 -0.015 -0.051 -0.004
Si 10.341 9.209 24.559 -0.019 -0.002 -0.073
Si 0.489 19.757 27.087 -0.03 0.027 -0.049
Si -4.244 18.389 27.922 0.041 0.04 -0.021
Si 3.347 14.287 31.555 0.012 -0.025 0.019
Si -1.419 17.282 27.192 -0.084 0.024 -0.014
Si 5.046 6.877 24.24 0.05 0.011 -0.162
Si 9.36 18.861 24.213 -0.034 -0.003 -0.214
Si 10.308 15.727 27.719 0.054 -0.042 0.003
Si 1.197 18.053 33.777 -0.188 0.103 0.636
Si 4.784 15.777 26.969 0.058 0.139 0.021
Si 7.968 10.188 26.074 -0.082 -0.011 -0.078
Si 4.589 3.914 24.467 -0.076 -0.003 0.029
Si 10.353 4.286 26.337 0.087 -0.013 0.003
Si 3.385 9.527 32.195 0.065 0.026 0.674
Si 2.262 21.176 30.649 -0.091 0.025 0.15
Si -3.593 18.28 21.466 0.036 0.043 -0.046
Si -0.239 15.725 29.454 -0.043 0.028 -0.024
Si 2.622 15.305 34.363 0.046 -0.179 0.698
Si 7.359 16.755 28.058 0.035 0.053 0.035
Si -1.112 17.206 32.011 -0.07 -0.014 0.086
Si -0.418 12.677 29.334 0.1 0.025 0.014
Si 8.586 20.383 31.158 -0.004 0.03 0.041
Si -2.919 12.02 33.161 -0.068 0.06 0.189
Si 1.186 11.137 24.045 0.06 -0.007 -0.168
Si 3.411 9.819 28.083 0.078 -0.02 0.023
Si -1.394 1.355 8.181 -0.003 -0.006 0.007
Si 1.365 4.109 8.19 0.023 0.012 0.002
Si -1.385 6.82 8.137 0.003 -0.019 -0.002
Si 1.349 9.512 8.165 -0.017 -0.021 -0.005
Si -1.399 12.261 8.157 0 -0.006 -0.002
Si 1.319 14.993 8.207 0.02 0.005 0.02
Si 4.071 1.403 8.2 0.005 -0.003 0.008
Si 6.803 4.072 8.137 -0.023 -0.015 -0.001
Si 4.106 6.791 8.149 -0.006 0.001 -0.009
Si 6.837 9.493 8.162 0.01 0.016 0.011
Si 4.091 12.235 8.194 0.01 0.007 0.014
Si 6.835 14.95 8.173 -0.018 -0.003 0.001
Si 9.511 1.36 8.131 0.02 0.008 -0.005
Si 12.231 4.091 8.146 0.021 0.004 0.009
Si 9.531 6.782 8.16 -0.017 0.014 0.002
Si 12.241 9.535 8.155 -0.005 0.008 0
Si 9.556 12.22 8.158 -0.012 -0.008 0.006
Si 12.222 14.951 8.131 -0.001 -0.003 -0.003
Si 13.564 16.309 9.524 -0.001 0 0.003
Si -0.005 2.722 9.519 0.019 -0.008 -0.006
Si 13.597 5.448 9.508 0 -0.001 -0.006
Si -0.018 8.162 9.514 0.009 0.012 0.001
Si 13.589 10.891 9.525 0.006 0.005 0.01
Si -0.036 13.605 9.538 -0.014 0.015 -0.001
Si 2.705 16.349 9.542 -0.002 0.007 -0.002
Si 5.451 2.743 9.534 -0.017 0.014 0.006
Si 2.729 5.466 9.529 -0.005 0.003 0.009
Si 5.459 8.147 9.52 -0.003 -0.018 0.003
Si 2.711 10.872 9.53 0.002 -0.008 0.003
Si 5.459 13.603 9.534 0.008 -0.008 0.006
Si 8.179 16.322 9.521 -0.011 0.011 -0.005
Si 10.871 2.717 9.503 -0.018 0.001 -0.006
Si 8.16 5.427 9.514 0.01 -0.012 0.004
Si 10.885 8.164 9.509 0.005 -0.003 0.002
Si 8.182 10.874 9.517 0 0.004 0.002
Si 10.894 13.592 9.517 0.018 -0.024 0.005
Si -1.398 14.958 10.899 0.005 -0.004 0.011
Si 1.34 17.694 10.903 0.005 -0.001 0.007
Si -1.363 4.089 10.873 0 0.003 -0.002
Si 1.349 6.814 10.878 0.001 -0.001 -0.006
Si -1.365 9.53 10.873 0.011 -0.001 -0.008
Si 1.342 12.238 10.883 0 -0.002 0.006
Si 4.084 14.975 10.872 -0.006 -0.002 -0.007
Si 6.811 17.681 10.871 -0.003 -0.005 -0.004
Si 4.084 4.1 10.879 0.008 0.002 -0.004
Si 6.811 6.792 10.89 -0.01 0.003 0.012
Si 4.081 9.506 10.877 0.007 0.001 -0.004
Si 6.822 12.237 10.884 -0.015 -0.001 -0.005
Si 9.537 14.956 10.875 0 0.007 -0.012
Si 12.22 17.678 10.887 0.004 0 0.003
Si 9.518 4.068 10.878 -0.003 -0.007 0.007
Si 12.244 6.806 10.874 0.005 0.001 0.005
Si 9.542 9.526 10.88 -0.008 0 0.001
Si 12.241 12.245 10.892 -0.005 0.007 0.003
Si -0.036 16.326 12.246 -0.005 -0.014 -0.001
Si 2.72 2.743 12.231 0.009 0.012 -0.008
Si -0.009 5.456 12.238 0.025 0 -0.001
Si 2.705 8.164 12.246 -0.013 -0.003 0.002
Si -0.018 10.877 12.251 -0.006 -0.012 0.004
Si 2.711 13.617 12.219 0.018 0.01 -0.001
Si 5.456 16.324 12.232 0.005 0.019 -0.001
Si 8.162 2.706 12.244 -0.01 -0.013 -0.004
Si 5.437 5.44 12.249 -0.021 -0.013 0
Si 8.186 8.166 12.231 0.013 0.018 -0.005
Si 5.448 10.873 12.225 -0.007 0 0
Si 8.185 13.601 12.244 -0.008 -0.01 0.005
Si 10.877 16.303 12.259 -0.015 -0.009 0.004
Si 13.598 2.723 12.232 0.008 -0.002 -0.004
Si 10.892 5.431 12.228 -0.008 0.003 -0.001
Si 13.6 8.175 12.235 0.005 0.008 -0.006
Si 10.891 10.89 12.252 0.015 0.004 -0.01
Si 13.581 13.593 12.275 -0.001 -0.005 -0.002
O 15.176 15.022 0.965 0.232 0.122 -0.511
O 6.35 17.491 32.148 -0.137 -0.451 -0.129
O -3.299 17.332 34.044 -0.026 0.137 -0.29
O 6.428 15.743 24.032 -0.087 0.295 0.357
O 9.684 9.328 29.049 -0.439 -0.273 -0.093
O 3.536 9.39 0.538 0.156 -0.042 -0.232
O -2.404 18.03 31.482 -0.503 -0.207 -0.13
O 9.963 15.391 0.212 -0.251 0 0.086
O 1.592 6.779 20.861 -0.03 0.006 0.398
O -0.048 8.731 21.658 0.273 0.04 -0.024
O 11.289 15.937 22.9 -0.004 -0.101 -0.215
O 5.881 13.14 24.309 0.373 0.132 0.158
O 10.275 13.837 21.73 -0.346 -0.018 -0.04
O 11.357 10.324 25.125 0.174 0.113 -0.274
O -4.444 12.537 33.395 -0.181 0.149 -0.566
O 2.445 10.752 31.691 0.177 0.124 0.045
O 6.094 6.58 23.043 -0.126 -0.465 0.09
O 8.457 9.647 33.077 0.063 0.222 -0.293
O 7.76 6.85 28.522 -0.214 0.187 -0.29
O 3.168 19.429 24.511 -0.162 -0.18 0.407
O -1.743 12.787 33.998 -0.084 0.487 0.047
O 1.536 12.37 23.077 0.147 0.223 0.622
O 10.009 20.843 31.764 -0.045 0.317 -0.055
O 1.161 4.251 23.257 0.315 0.227 -0.189
O 3.845 5.091 21.21 0.524 0.231 0.109
O 5.809 7.441 25.54 0.495 -0.092 0.042
O -3.116 17.082 24.312 0.321 0.223 0.252
O 4.316 5.496 24.66 -0.442 -0.063 0.147
O 9.238 19.689 25.591 -0.576 0.006 0.366
O -2.182 10.357 21.823 -0.278 0.164 0.105
O 7.403 1.67 0.207 0.195 -0.418 -0.067
O -0.156 18.192 32.885 -0.149 0.334 0.018
O 2.27 6.274 29.89 0.306 -0.02 -0.347
O -2.491 12.305 31.647 0.547 0.117 -0.082
O 4.871 19.527 32.976 0.14 0.348 -0.374
O 6.248 15.643 27.654 0.193 -0.579 0.286
O 8.616 16.18 31.713 0.306 0.337 0.149
O 5.786 6.632 33.137 -0.311 -0.092 -0.302
O -0.233 18.35 27.381 0.291 -0.254 0.325
O -2.939 10.428 33.502 -0.252 -0.172 -0.301
O 0.55 11.82 33.095 0.242 -0.126 0.037
O 11.017 7.75 24.609 0.061 0.064 0.233
O 7.043 18.841 34.31 0.518 -0.233 -0.37
O 4.133 14.782 23.131 -0.251 0.224 0.308
O -2.659 10.359 26.359 0.237 0.018 -0.109
O 9.24 19.897 22.97 -0.47 0.088 0.016
O 0.302 11.733 30.444 0.038 -0.327 -0.222
O -1.307 15.341 23.375 0.142 -0.206 0.181
O 4.095 9.229 26.727 -0.334 -0.113 -0.547
O 4.878 9.767 31.598 0.247 -0.074 0.319
O 1.054 11.761 25.518 0.058 0.431 -0.019
O 8.54 20.856 29.609 -0.104 -0.248 -0.324
O 9.603 5.306 27.34 -0.313 0.154 -0.357
O 7.758 16.542 21.869 -0.041 -0.063 0.063
O -2.032 8.943 28.458 0.382 -0.008 -0.064
O 6.698 9.041 29.834 0.636 0.044 -0.044
O 8.996 9.107 25.45 -0.005 -0.685 -0.033
O 6.738 9.469 26.819 -0.152 0.144 0.197
O -5.013 19.285 33.361 -0.135 -0.351 -0.225
O -6.414 7.613 33.826 -0.307 0.202 0.04
O 8.924 15.097 23.669 -0.178 -0.425 0.519
O 10.833 18.187 24.211 0.322 -0.018 0.498
O -4.614 5.631 33.424 0.582 0.024 -0.046
O 0.884 11.963 0.553 -0.117 0.194 -0.133
O 5.279 0.121 0.019 -0.207 -0.345 -0.492
O 8.032 8.115 22.218 -0.119 0.174 0.462
O -0.461 6.164 24.346 0.303 0.359 -0.187
O 4.703 13.547 31.096 -0.025 0.127 -0.206
O -1.113 6.137 29.906 -0.257 0.09 -0.253
O -1.437 8.295 34.03 -0.027 0.148 -0.12
O 3.661 15.381 28.043 -0.009 -0.685 -0.101
O 9.846 13.823 31.321 0.345 -0.031 0.052
O 3.123 20.154 29.784 0.414 -0.08 0.21
O 1.206 15.831 28.76 0.084 -0.205 -0.288
O 4.961 17.307 34.449 0.093 0.089 0.014
O 7.261 13.905 31.648 -0.317 -0.003 -0.366
O -1.379 16.244 28.434 -0.43 -0.098 0.127
O 5.623 19.617 25.53 0.326 0.275 -0.217
O -1.536 15.94 32.955 0.24 -0.457 -0.367
O -0.257 16.637 30.777 0.52 0.273 -0.079
O 6.401 11.614 30.551 0.589 -0.019 -0.308
O -1.416 3.911 23.312 -0.222 -0.152 0.364
O 8.782 11.027 27.189 -0.211 0.622 -0.127
O 6.037 6.574 30.519 -0.657 -0.276 -0.143
O -0.112 10.088 27.139 0.181 -0.2 0.191
O -5.155 17.062 27.977 -0.103 -0.079 0.288
O -4.959 19.626 27.152 0.153 0.209 0.037
O -0.498 14.193 29.858 -0.157 0.056 0.207
O 2.363 18.956 33.136 0.078 -0.007 -0.534
O -4.301 13.01 29.954 0.189 0.357 -0.142
O 8.069 7.292 31.962 0.155 0.126 -0.126
O -1.935 12.173 29.093 -0.174 -0.082 -0.552
O 4.634 17.306 26.438 -0.242 0.171 -0.138
O 2.06 13.322 31.457 -0.064 0.354 -0.123
O -2.849 18.038 27.18 -0.086 0.074 -0.499
O -1.816 8.345 23.505 -0.571 -0.019 0.03
O 10.283 8.568 31.434 0.345 0.39 0.157
O 1.255 17.877 23.208 0.059 -0.051 0.455
O 6.956 18.153 27.319 0.337 0.19 -0.016
O -3.512 10.434 30.189 -0.656 -0.128 -0.091
O 2.803 8.184 31.512 0.158 -0.462 0.405
O -0.334 6.755 32.318 0.24 -0.167 -0.094
O 4.978 10.57 24.334 -0.105 0.074 0.332
O 9.725 12.041 29.344 -0.458 -0.024 0.063
O 7.371 21.109 31.966 -0.378 -0.459 0.438
O 3.483 14.709 33.109 0.246 0.112 -0.078
O 7.288 17.007 29.654 -0.385 -0.246 0.008
O 1.624 16.468 33.761 -0.091 -0.265 -0.005
O 2.072 19.552 27.378 0.265 0.073 -0.288
O 8.252 17.675 24.155 -0.394 0.21 0.156
O 11.115 5.154 25.189 -0.114 -0.351 -0.219
O -2.045 8.35 30.976 -0.262 0.086 0.297
O 3.032 19.14 21.934 -0.107 -0.317 -0.453
O -0.22 10.458 23.61 -0.399 0.281 0.341
O -4.94 10.677 27.729 0.259 -0.208 0.445
O 9.965 9.688 23.061 0.237 0.553 0.065
O 2.372 10.041 23.979 -0.088 -0.457 0.006
O 2.358 10.948 27.654 0.357 0.51 0.247
O -0.037 4.579 28.102 0.018 0.398 -0.234
O -4.105 12.578 26.264 0.287 0.135 0.334
O 5.257 3.724 23.002 0.627 0.022 0.067
O -3.982 18.791 29.467 -0.542 0.14 0.249
O 8.441 18.784 31.234 0.188 -0.128 -0.083
O 4.592 14.823 25.703 -0.317 -0.432 0.082
O -3.008 14.656 25.269 0.022 -0.278 -0.038
O 5.804 12.219 33.054 -0.4 0.006 -0.192
O -4.255 8.111 29.521 0.057 -0.418 -0.341
O -1.331 8.052 26.063 0.383 -0.099 0.155
O 0.713 20.679 30.669 -0.207 -0.196 0.557
O 12.263 12.159 21.007 -0.044 0.025 0.439
O 3.989 8.031 23.841 -0.554 -0.187 -0.053
O -3.658 20.422 31.482 0.194 0.307 -0.235
O 10.048 6.689 29.57 0.246 -0.34 0.204
O -1.16 16.45 25.827 0.37 -0.071 -0.036
O 4.562 10.439 29.046 0.227 0.192 -0.125
O 3.092 15.57 30.613 0.137 0.532 0.12
O 8.781 16.226 27.516 -0.018 -0.204 -0.535
O 0.485 8.199 30.281 -0.14 0.581 -0.302
O 5.371 7.577 28.141 -0.567 -0.422 0.038
O 2.63 8.659 28.877 0.002 -0.114 -0.192
O 10.938 14.96 26.442 -0.101 -0.126 0.001
O 3.008 17.7 29.07 0.018 0.114 0.19
O 2.947 21.251 32.114 0.152 0.53 0.116
O 0.354 12.577 27.923 0.274 0.455 -0.211
O 4.671 19.419 27.928 0.296 0.477 0.255
O 10.303 14.679 28.939 -0.16 -0.049 0.326
O -1.653 19.891 29.856 0.041 -0.152 -0.468
O 0.115 20.207 25.58 0.104 -0.001 0.108
O -3.014 6.438 24.808 0.012 -0.451 0.544
O 11.076 13.667 24.205 0.032 -0.73 -0.051
O 7.457 11.157 24.879 0.404 0.186 -0.031

Results
total energy: -104724.635 eV
total energy less fixed offsets of O -438.35, Si -107.03 eV per atom: -2.985 eV
